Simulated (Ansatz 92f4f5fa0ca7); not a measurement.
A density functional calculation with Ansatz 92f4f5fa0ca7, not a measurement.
Periodic cell of 234 atoms, Si134O100, from a study of silicon, its oxide and their interface. The atomic structure is a simulated model.

Settings: functional PBE; potential files Ansatz PAW; basis plane waves; wave-function cutoff 700 eV; density cutoff ratio 5; exchange-correlation grid ratio 2; k mesh 2 x 2 x 1, shifted by 0.5 0.5 0.5 of a step; self-consistency stop 5e-08 eV per atom in the density residual; occupations Fermi-Dirac, 0.05 eV; spin none; net charge 0.

Cell vectors (angstrom)
a  11.5983  0  0
b  0  15.4644  0
c  1.0807  -0.3022  23.0679

Atoms and the computed forces on them: element, x, y, z (angstrom), force x, y, z (eV/angstrom)
Si  1.0775  -0.8528  -0.012  -0.4  0.1529  0.1102
Si  1.513  2.3144  -0.0904  -0.0925  0.0823  -0.1822
Si  1.4977  7.0016  0.2374  0.2459  -0.0295  0.2228
Si  1.9597  10.056  0.1219  -0.1524  -0.1676  0.709
Si  5.1367  -0.9215  0.557  0.1454  0.091  -0.322
Si  5.4981  2.2125  0.1777  0.2007  -0.2897  -0.4738
Si  5.2063  7.3461  0.1446  0.0103  -0.1258  0.0645
Si  5.5335  10.5756  0.1006  0.1926  -0.0389  0.2955
Si  8.8377  -0.3644  0.5947  -0.0791  0.1722  -0.1938
Si  9.1443  2.6769  0.5735  -0.0782  0.1219  -0.5507
Si  9.008  5.7649  -0.0183  0.0605  -0.1882  -0.046
Si  9.5785  10.9268  -0.1092  -0.1063  -0.188  0.3004
Si  3.063  -1.1493  1.524  -0.0554  0.107  -0.2851
Si  3.4147  2.7579  1.3009  0.0944  -0.0285  -0.0292
Si  3.4292  6.6585  1.5707  0.1514  0.0157  -0.0682
Si  3.6563  10.7133  1.5911  0.1505  -0.1163  -0.3374
Si  7.0316  -0.9496  1.9453  0.1709  0.1042  -0.1153
Si  7.1718  2.7586  1.7677  -0.0183  -0.1211  -0.0906
Si  7.2033  6.5598  1.324  -0.0799  0.1938  -0.1299
Si  7.5572  10.7423  1.3396  -0.0161  0.0762  -0.3593
Si  10.927  -1.0082  1.5735  -0.0216  0.1099  -0.2025
Si  11.2476  2.7346  1.516  0.2316  -0.1355  -0.2599
Si  10.9867  6.5056  1.2602  -0.0747  -0.0161  -0.2783
Si  11.2911  10.5285  1.4322  0.2506  0.1447  -0.6186
Si  3.2733  0.8542  2.8305  0.0514  -0.0411  -0.0394
Si  3.3891  4.6555  2.8017  -0.0063  0.072  -0.2383
Si  3.512  8.6598  2.8531  0.0589  0.1333  0.5309
Si  3.4229  12.5479  3.0032  0.0033  -0.2116  0.0963
Si  7.1426  0.9351  3.2034  -0.3429  0.0683  0.5322
Si  7.0939  4.785  2.8975  -0.007  0.1599  0.064
Si  7.4434  8.6356  2.6617  -0.0879  0.0118  -0.0411
Si  7.3765  12.4757  2.9672  0.1289  -0.0195  0.0821
Si  11.1001  0.8666  2.9711  0.1159  -0.1374  0.0611
Si  11.1283  4.7105  2.7777  -0.1123  -0.0035  0.0248
Si  11.1267  8.5427  2.7091  0.1557  -0.112  0.1374
Si  11.1462  12.4723  2.8905  -0.0194  -0.115  -0.1559
Si  1.4279  0.8791  4.3095  -0.0782  0.0923  -0.1374
Si  1.4272  4.762  4.1429  -0.1097  0.0055  0.0137
Si  1.4888  8.6185  4.1455  -0.0144  0.0966  -0.2227
Si  1.4819  12.4959  4.3004  -0.0398  0.047  0.0436
Si  5.1416  0.8135  4.3782  0.1817  0.1944  -0.0273
Si  5.2095  4.6971  4.286  0.1388  -0.1441  0.0665
Si  5.5233  8.6116  4.1777  -0.1735  -0.0543  -0.3815
Si  5.441  12.4764  4.3372  0.0205  0.0496  0.0734
Si  9.1662  0.856  4.3717  0.0972  -0.0756  -0.0521
Si  9.1322  4.7498  4.1468  0.0914  -0.0124  -0.0383
Si  9.2689  8.6282  4.202  0.0458  0.0063  -0.1336
Si  9.2657  12.4711  4.3641  -0.2281  0.0725  0.1489
Si  1.5139  -1.0339  5.6968  0.0803  -0.1497  -0.0235
Si  1.2789  2.8722  5.5306  0.1304  0.002  0.1647
Si  1.3978  6.6932  5.508  0.1756  0.0825  -0.0348
Si  1.6078  10.5271  5.5805  -0.084  -0.1779  0.0675
Si  5.4019  -1.0827  5.799  -0.0163  -0.0024  -0.122
Si  5.1057  2.7648  5.6641  -0.156  -0.0789  0.1059
Si  5.2806  6.6682  5.5619  -0.0003  0.1992  0.0652
Si  5.6599  10.4908  5.6339  -0.1958  -0.035  -0.0049
Si  9.2052  -1.0567  5.7878  0.0584  -0.151  -0.0163
Si  9.0238  2.8377  5.5587  0.0091  0.0027  0.1865
Si  9.2273  6.6807  5.544  -0.0698  0.0948  0.004
Si  9.3155  10.5192  5.7083  0.0516  0.0631  -0.1127
Si  3.4397  -1.0572  7.1016  0.1188  0.1891  -0.0339
Si  3.1202  2.8475  6.9725  -0.1132  -0.0588  -0.1291
Si  3.2745  6.6605  6.8983  -0.0445  -0.0053  -0.1497
Si  3.6732  10.4448  6.8417  0.0098  -0.1127  -0.2453
Si  7.3266  -1.1558  7.3  0.0518  0.1374  0.0948
Si  7.0838  2.6412  6.9414  0.172  -0.3572  -0.1056
Si  7.2575  6.6092  6.8634  -0.0195  -0.0911  -0.1817
Si  7.493  10.4056  7.2623  0.0743  -0.0054  0.1942
Si  11.1917  -0.9887  7.0771  -0.1489  0.1343  -0.0066
Si  10.9397  2.9344  6.8945  -0.1455  0.0451  -0.0884
Si  11.1397  6.8149  6.9784  0.0045  0.1038  0.1115
Si  11.3188  10.6916  6.9879  -0.0614  0.1927  -0.0849
Si  3.0852  0.9706  8.4136  0.0005  0.0892  0.2778
Si  3.0593  4.7683  8.316  -0.1549  -0.1301  0.2672
Si  3.5592  8.5482  8.2269  -0.0842  0.1253  0.0634
Si  3.8732  12.3425  8.1738  0.0612  0.1037  0.1242
Si  7.0381  0.8653  8.6226  0.0539  0.1966  0.3241
Si  7.0208  4.6333  8.0725  0.1025  0.1266  0.1825
Si  7.4227  8.2475  8.5366  -0.0129  -0.0625  0.2539
Si  7.7701  12.3379  8.7724  -0.2893  -0.1153  0.2583
Si  10.9038  1.0193  8.2683  0.093  0.0006  0.2688
Si  10.8637  4.8543  8.2792  0.0473  -0.1081  0.1907
Si  11.2838  8.8556  8.3672  0.0153  -0.2629  0.1657
Si  11.5829  12.608  8.445  0.1985  -0.2091  0.1954
Si  1.0351  1.2762  9.8292  -0.0707  0.1283  -0.2168
Si  1.082  4.417  9.6989  -0.0771  0.1418  0.1565
Si  1.7501  9.3247  9.523  0.2125  -0.0879  0.3133
Si  2.1388  12.4636  9.6478  0.3723  -0.1608  -0.188
Si  4.9288  1.5323  9.8075  -0.0509  0.3636  -0.333
Si  5.1057  4.6345  9.3975  -0.0427  -0.1771  0.306
Si  5.2989  7.7316  9.6729  0.0873  -0.1881  0.4915
Si  5.6262  12.4497  9.8181  0.1378  0.0332  0.3266
Si  9.0958  1.3251  9.7974  -0.1663  0.1552  -0.0298
Si  8.8281  4.4894  9.5184  -0.1472  -0.2114  0.1978
Si  9.5268  8.2949  9.8832  0.1086  0.2421  -0.2077
Si  10.0888  12.4564  10.2406  0.3925  0.3144  -0.4265
Si  3.1866  12.4348  16.3749  -0.0154  -0.0407  0.0744
Si  9.1086  13.8727  20.9125  -0.0363  0.1457  -0.1559
Si  0.0916  12.0562  15.5238  0.0314  -0.1005  0.236
Si  -0.66  2.1118  16.2348  -0.062  0.079  0.016
Si  4.732  3.3565  17.7005  0.0945  -0.0611  -0.2094
Si  7.8249  16.7825  20.452  -0.0553  0.0468  -0.3419
Si  5.9045  11.2145  12.6901  -0.1279  0.0478  0.2814
Si  10.6913  -0.1969  11.747  -0.0653  0.2185  0.0942
Si  11.33  10.1161  20.0718  -0.0724  -0.0348  -0.3971
Si  7.4097  0.026  15.2327  -0.0672  0.0216  0.178
Si  4.8894  13.7907  14.1714  0.1892  -0.052  0.2885
Si  5.0496  -2.1771  18.4073  0.0628  0.0507  -0.3831
Si  4.604  8.4929  12.6305  0.1166  -0.1051  0.3785
Si  11.3069  6.2879  11.8276  0.0394  -0.0969  0.2903
Si  1.4226  5.6526  18.9766  -0.0394  0.0283  -0.4012
Si  4.2417  7.7367  21.2225  -0.0182  -0.211  -0.4273
Si  0.2266  12.8002  21.171  -0.0719  -0.0712  -0.216
Si  7.4131  4.498  16.9549  0.0643  0.0242  -0.0607
Si  10.322  -0.7057  14.9076  -0.2172  0.039  0.4028
Si  4.0682  -0.9298  11.2681  0.1296  -0.1347  0.0226
Si  11.2317  10.7929  12.7962  -0.0314  -0.1894  0.5867
Si  10.1943  5.9669  20.0197  0.0604  -0.0551  -0.4273
Si  6.3986  8.4316  16.5485  -0.0853  0.1415  -0.0311
Si  8.7331  4.9854  12.5259  -0.0216  -0.1137  0.3325
Si  4.3693  8.897  18.3645  0.0527  0.2205  -0.5244
Si  8.4363  2.9286  14.584  -0.033  0.0279  0.0495
Si  6.9755  7.2484  13.7503  -0.0939  -0.0069  0.2324
Si  -0.9197  9.5738  17.2185  0.0246  -0.153  -0.1159
Si  6.1256  16.1698  17.9023  0.0657  -0.0815  -0.2697
Si  8.6934  7.3338  17.7249  -0.0912  0.1254  -0.1425
Si  5.5409  10.9977  16.9573  0.2047  -0.0483  -0.1247
Si  9.4408  3.1127  18.7553  -0.0257  -0.0798  -0.2403
Si  14.4906  3.2405  19.9372  -0.0369  -0.0413  -0.4086
Si  1.5883  8.372  12.3696  0.1332  0.0337  0.3121
Si  8.5448  9.7349  12.4592  -0.2017  -0.2888  0.5816
Si  1.7774  18.7593  17.3743  -0.0805  0.0761  -0.135
Si  1.5553  8.5443  18.4177  -0.034  0.0813  -0.3462
Si  6.5994  12.369  20.9979  -0.0944  -0.037  -0.1192
O  9.009  1.1529  -0.1781  0.032  -0.015  0.5177
O  2.444  4.807  19.901  0.0331  0.0881  0.2338
O  7.2786  8.1184  17.8917  0.0733  -0.0805  0.0434
O  1.67  3.0072  -1.6085  -0.0614  -0.1168  0.482
O  1.4808  8.5872  0.7331  -0.3012  0.1158  -0.3148
O  1.8756  7.0957  -1.3885  -0.0637  -0.009  0.1956
O  2.8092  9.5574  -1.2611  -0.1767  0.1569  0.1987
O  7.4888  3.9523  15.4295  0.0405  0.0022  -0.033
O  6.6986  16.7601  19.284  0.147  0.0286  0.3161
O  0.5882  7.1919  12.8751  -0.1294  -0.0657  -0.2736
O  9.0603  4.1049  -0.3594  0.0889  0.2065  0.4195
O  13.5292  17.9287  18.8148  0.0905  0.1126  0.1196
O  2.0822  7.0093  18.3699  -0.0334  -0.0754  0.1678
O  4.5031  7.2023  -1.3611  0.0499  0.0447  0.0696
O  5.6295  8.9356  0.0452  -0.0827  -0.4267  0.0064
O  5.4249  11.1399  -1.4743  0.0414  -0.0239  0.2526
O  8.1805  -1.3461  -0.5467  -0.0488  -0.2054  -0.2075
O  4.4189  3.2262  19.3188  -0.059  -0.0079  0.1816
O  9.4143  7.1135  19.162  0.0584  -0.0733  0.2063
O  8.7211  6.4603  -1.4903  -0.0148  -0.0526  0.2285
O  7.7119  5.8643  13.4274  0.0895  -0.0627  -0.1547
O  8.1183  12.6578  20.4102  -0.0394  -0.0591  0.1076
O  0.5389  11.5449  20.1683  0.0738  0.0847  0.1174
O  0.5305  0.3991  11.1781  0.1676  -0.0416  -0.0936
O  5.1119  3.1631  10.2694  -0.0388  -0.1262  -0.3886
O  8.9259  9.4684  10.8956  0.1071  -0.0916  -0.2173
O  1.1543  2.8713  10.3215  0.0914  -0.0946  -0.2901
O  1.7716  8.2315  10.7624  -0.0172  0.0925  -0.0252
O  9.8938  10.0089  13.3319  0.0236  0.0598  -0.2282
O  2.005  10.8679  10.2178  -0.3276  -0.2294  -0.3244
O  2.7327  13.714  10.6718  -0.4303  -0.2034  0.0904
O  7.7215  1.469  14.5444  0.0882  0.0674  -0.0556
O  4.3214  0.6984  11.1212  -0.1486  -0.0913  0.0742
O  4.931  8.586  11.04  0.0229  -0.0755  -0.2663
O  5.2334  6.1114  10.2108  -0.0329  0.4446  -0.4485
O  5.3444  11.5229  11.1847  0.072  0.0745  -0.4134
O  5.1374  9.8981  13.2739  -0.0156  0.0479  -0.162
O  12.4888  9.7889  12.6904  -0.0657  0.1423  -0.0795
O  1.6064  12.1205  16.1568  -0.0959  0.0035  -0.0517
O  -0.6252  13.4972  15.7019  0  0.0549  -0.0738
O  3.32  19.1025  16.9009  -0.0357  -0.0101  0.0235
O  9.1026  2.9495  10.0186  0.0334  0.0793  -0.1675
O  9.9495  2.9477  15.2371  -0.04  -0.0467  -0.0699
O  3.0519  8.2802  13.0707  -0.0918  0.0368  -0.2605
O  8.3809  5.2095  10.9546  0.0113  0.023  -0.4727
O  10.8104  11.4671  11.3758  -0.2678  0.2267  -0.4127
O  10.3547  10.1191  18.7419  0.0877  0.0205  0.2414
O  5.3762  13.982  10.4305  0.0874  -0.1473  -0.0177
O  -1.0727  2.3889  17.7865  -0.0462  0.0665  0.1204
O  0.5082  -1.5527  -1.4521  0.2345  0.0391  0.3127
O  6.0584  -2.9505  17.3166  -0.149  -0.0415  0.1125
O  5.6624  12.4117  13.7666  0.0005  -0.0753  -0.1862
O  8.5435  3.4538  13.0463  0.0133  0.0409  -0.024
O  6.3428  13.2907  22.3006  -0.0834  0.1165  0.1773
O  9.9138  4.5112  19.3879  0.0133  0.0606  0.1467
O  2.8616  9.4738  18.2066  -0.057  -0.1167  0.1549
O  -0.8078  10.8588  16.2109  0.0255  0.0642  -0.012
O  6.9264  7.4862  15.3568  0.0233  -0.0037  -0.1034
O  10.2265  -1.5282  10.9305  -0.1027  -0.3093  0.0816
O  8.0824  3.363  17.9037  0.0396  -0.0277  0.1281
O  5.1915  14.8916  18.2786  -0.0092  -0.0034  0.0732
O  9.4701  0.8324  11.3536  0.003  -0.0953  -0.2086
O  10.7821  0.558  15.8264  0.0299  -0.1162  -0.1085
O  6.0266  14.864  14.6475  -0.1028  -0.0538  -0.1
O  10.376  7.1818  10.7927  -0.1797  0.2394  -0.0688
O  7.5214  10.9903  12.5999  0.1743  0.0432  -0.2078
O  10.8037  -0.4806  13.3575  0.0629  0.0414  -0.4188
O  0.9894  4.707  17.7035  0.0838  -0.0227  0.1439
O  7.1959  17.6333  21.7066  -0.1502  0.1553  0.4114
O  8.3285  15.2438  20.5683  0.0438  -0.0521  0.0948
O  4.1171  11.0994  16.139  -0.0036  0.0654  -0.0072
O  8.695  -0.9277  14.9275  0.1733  -0.023  -0.0899
O  0.8385  8.9389  19.834  0.0212  0.023  0.1785
O  0.796  5.3782  11.0162  0.0152  -0.0622  -0.0535
O  5.2865  17.3681  17.1772  -0.0627  0.0316  0.0888
O  5.4285  7.2305  13.2533  -0.0052  0.1077  -0.1226
O  9.1554  2.1102  19.9759  -0.0477  -0.0026  0.2221
O  5.1737  0.6117  -0.0293  0.0135  0.1469  0.1489
O  7.2808  0.2082  16.8553  -0.0418  0.0624  0.0785
O  3.7559  13.5666  15.3322  0.066  0.0893  -0.1651
O  5.8225  4.555  17.3793  -0.0787  -0.0712  0.1001
O  3.5048  -2.5339  17.9266  0.0894  0.0127  0.0579
O  5.4461  12.7434  19.8913  0.146  -0.03  0.348
O  0.1282  11.8606  13.9109  -0.0235  -0.0035  -0.3027
O  5.3087  10.2464  18.4139  -0.0915  -0.1379  0.1197
O  10.2944  5.4118  12.7621  0.131  0.0889  -0.2373
O  4.4883  7.9069  19.6266  -0.028  -0.1574  0.5009
O  -1.9886  8.3802  16.8142  0.0562  -0.0085  0.099
O  -0.9318  13.7074  20.3868  0.1251  -0.0992  0.2036
O  0.5386  8.8393  17.1867  -0.0056  -0.03  0.1147
O  10.1565  12.4377  -0.5064  -0.1974  0.0346  -0.2024
O  4.8449  8.1227  16.9779  0.0109  0.0541  0.1861
O  8.3202  5.86  17.0983  -0.0199  0.0016  0.0036
O  6.5661  10.0275  16.125  -0.08  0.0047  0.0672
O  7.8265  8.4113  13.0302  0.0941  0.1294  -0.1393
O  4.0815  14.3101  12.8728  -0.1652  0.0486  -0.3656
O  10.5166  9.8352  21.4723  0.0213  0.1851  0.4639
O  0.1923  6.1602  19.8901  0.0368  0.0368  0.1289
O  1.3978  0.7065  -0.4623  0.0408  0.0372  0.1138
O  0.9285  2.5412  16.1942  0.0904  -0.0096  0.0885

Results
free energy: -142064.114 eV
free energy less fixed offsets of O -569.03, Si -635.61 eV per atom: 10.626 eV
pressure: -0.23 GPa
stress xx, yy, zz, yz, xz, xy (GPa, positive in tension): 0.24, -0.16, 0.61, -0.04, 0.16, 0.6

The program warned: the cutoff lies below the one the program advises for these potential files.
